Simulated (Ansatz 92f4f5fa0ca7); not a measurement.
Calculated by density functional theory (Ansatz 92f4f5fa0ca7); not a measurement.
Periodic cell of 240 atoms, Si143O91As6, from a study of silicon, its oxide and their interface. The atomic structure is a simulated model.
Doubt: the cutoff is far below the 930 eV that the study's wrapper takes by default for these files, so forces and energies are approximate.
This geometry differs little from another in the collection (a relaxation step or a small displacement).

Settings
functional: PBE
potential files: Ansatz PAW
basis: plane waves
wave-function cutoff: 580 eV
density cutoff ratio: 5
exchange-correlation grid ratio: 1
k mesh: 1 x 1 x 1, Gamma-centred
self-consistency stop: 5e-08 eV per atom in the density residual
occupations: fixed
spin: none
net charge: 0

Cell vectors (angstrom)
a	11.6015	0	0
b	0	10.938	0
c	0	0	32.7882

Atoms: element, x, y, z (angstrom)
As	0.0094	-0.0111	23.7889
Si	3.9088	-0.0262	24.0624
Si	7.7263	0.1931	24.1563
Si	1.9802	1.43	24.0012
Si	5.7483	1.4562	24.0948
Si	9.7352	1.508	24.1087
Si	0.1009	5.4774	23.9705
As	3.8249	5.2526	24.0093
Si	7.7514	5.4535	24.2161
As	1.9884	6.9941	23.9116
Si	5.7135	6.6882	24.334
Si	9.6638	6.8482	23.9951
Si	1.933	2.7248	26.0156
Si	5.771	2.8246	26.0246
Si	9.6928	2.7626	26.093
Si	11.6176	4.1393	25.9762
Si	3.8216	4.1373	26.1058
Si	7.7476	4.1046	26.1238
Si	1.9112	8.2083	25.9936
Si	5.8102	8.2265	26.1088
Si	9.719	8.2399	25.9459
Si	11.6204	9.6705	25.9201
Si	3.8527	9.5642	26.0273
Si	7.767	9.5966	25.995
Si	11.6095	-0.0094	27.9372
Si	3.8588	0.0082	27.9506
Si	7.7432	0.0058	27.9496
Si	1.9248	1.3645	27.9523
Si	5.7981	1.3696	27.9241
Si	9.6847	1.3524	27.9787
Si	11.6094	5.4798	27.9382
Si	3.8481	5.5166	27.9923
Si	7.754	5.5118	27.9962
Si	1.9101	6.8711	27.9486
Si	5.8064	6.8375	28.0008
Si	9.6959	6.8724	27.9193
Si	1.9336	2.7345	29.889
Si	5.8008	2.7345	29.889
Si	9.6679	2.7345	29.889
Si	0	4.1018	29.889
Si	3.8672	4.1018	29.889
Si	7.7343	4.1018	29.889
Si	1.9336	8.2035	29.889
Si	5.8008	8.2035	29.889
Si	9.6679	8.2035	29.889
Si	0	9.5708	29.889
Si	3.8672	9.5708	29.889
Si	7.7343	9.5708	29.889
Si	0	0	31.8226
Si	3.8672	0	31.8226
Si	7.7343	0	31.8226
Si	1.9336	1.3673	31.8226
Si	5.8008	1.3673	31.8226
Si	9.6679	1.3673	31.8226
Si	0	5.469	31.8226
Si	3.8672	5.469	31.8226
Si	7.7343	5.469	31.8226
Si	1.9336	6.8362	31.8226
Si	5.8008	6.8362	31.8226
Si	9.6679	6.8362	31.8226
Si	1.9336	2.7345	0.9679
Si	5.8008	2.7345	0.9679
Si	9.6679	2.7345	0.9679
Si	0	4.1018	0.9679
Si	3.8672	4.1018	0.9679
Si	7.7343	4.1018	0.9679
Si	1.9336	8.2035	0.9679
Si	5.8008	8.2035	0.9679
Si	9.6679	8.2035	0.9679
Si	0	9.5708	0.9679
Si	3.8672	9.5708	0.9679
Si	7.7343	9.5708	0.9679
Si	11.6009	-0.0508	2.9544
Si	3.871	-0.0128	2.8841
Si	7.7426	-0.0347	2.9243
Si	1.9193	1.3317	2.8881
Si	5.8076	1.3298	2.9122
Si	9.6831	1.3184	2.8486
Si	11.5828	5.4838	2.8901
Si	3.8747	5.4645	2.9168
Si	7.725	5.5032	2.8784
Si	1.9251	6.8019	2.8567
Si	5.7982	6.8539	2.9189
Si	9.6618	6.8735	2.9816
Si	1.9028	2.717	4.7842
Si	5.7807	2.6661	4.8731
Si	9.6573	2.7698	4.679
Si	11.6003	4.1325	4.8131
Si	3.8558	4.0259	4.816
Si	7.6963	4.0415	4.7205
Si	1.916	8.1547	4.7675
Si	5.825	8.1824	4.8955
Si	9.6711	8.1766	5.039
Si	11.613	9.5501	4.9657
Si	3.8486	9.5034	4.768
Si	7.7423	9.5809	4.9011
Si	11.6247	0.1946	6.7857
Si	3.7291	-0.01	6.6211
As	7.7561	-0.117	6.9692
As	1.9609	1.6218	6.9078
Si	5.7193	1.2597	6.8164
Si	9.6225	1.4091	6.5572
As	11.6872	5.2294	6.9678
Si	3.8766	5.363	6.7536
Si	7.7771	5.2716	6.7003
Si	1.9623	6.7347	6.6414
Si	5.856	6.6522	6.7428
Si	9.6943	6.6059	6.921
O	9.7232	2.4646	7.846
O	5.913	7.4177	8.2228
O	3.5482	9.9661	7.955
O	9.4697	7.0969	8.5154
O	2.0257	7.7471	7.9602
O	3.878	4.5511	8.2231
O	5.4867	2.032	8.3073
O	-0.1121	10.657	8.3778
O	7.729	4.2604	8.0449
O	7.4139	10.2727	22.7719
O	5.5379	7.6618	23.0271
O	7.7426	4.4243	22.8973
O	9.3495	7.837	22.6824
O	4.1167	9.9439	22.7068
O	2.1067	2.5178	22.7209
O	5.6425	2.0823	22.5276
O	0.3393	4.4999	22.627
O	9.814	2.6803	22.8932
Si	-0.0513	10.3288	12.6387
Si	10.2316	3.4914	11.4056
Si	2.9179	0.8592	17.3537
Si	3.2793	8.078	14.4499
Si	8.8985	0.6145	12.3203
Si	4.588	9.1844	17.2348
Si	0.8895	5.3698	10.9256
Si	2.8278	8.8361	8.8691
Si	10.5736	8.6211	16.8886
Si	6.1735	3.9355	18.8422
Si	3.6241	3.8656	17.0473
Si	0.5746	7.3544	13.2904
Si	7.3616	5.8444	14.9439
Si	1.2497	3.4876	21.7022
Si	7.1639	10.0891	21.174
Si	8.6567	5.4873	19.7084
Si	9.4556	8.2174	21.0995
Si	3.749	4.8242	9.8303
Si	0.5202	0.1213	15.4339
Si	3.0697	7.9586	19.6555
Si	10.8471	5.5536	17.574
Si	4.5044	10.762	13.1756
Si	6.3641	1.9936	21.0621
Si	7.5031	8.8358	16.2178
Si	6.6181	9.9268	10.9581
Si	0.2483	9.3794	19.7261
Si	4.3891	2.6912	11.9336
Si	4.3621	5.0925	14.2437
Si	8.6664	3.1907	8.8462
Si	1.8184	5.1384	19.1896
Si	8.7646	3.5445	21.9737
Si	10.8613	2.6222	16.7845
Si	7.8405	3.0699	16.4251
Si	4.8046	8.6411	21.9826
Si	0.2007	9.9748	9.8191
Si	9.5106	6.1326	12.7634
Si	6.9207	0.6229	14.7023
Si	10.2232	7.259	9.9627
Si	5.37	7.4188	9.7572
Si	0.639	1.4461	19.4151
Si	6.2208	1.607	9.7182
O	5.9879	9.0014	20.9269
O	5.3131	0.3625	14.4896
O	8.0208	4.5777	15.7691
O	9.719	1.9665	11.7807
O	10.9015	6.9874	16.7374
O	2.1414	1.1837	18.7775
O	3.5473	4.6	15.5833
O	6.5003	8.3249	10.5628
O	7.0489	5.1519	19.5332
O	3.6467	3.4082	10.6574
O	10.6788	6.8164	13.7163
O	5.9133	5.2473	14.6066
O	9.3488	6.9064	11.3141
O	7.7571	1.092	13.3759
O	2.6639	6.4944	19.1495
O	5.8081	2.3019	11.1586
O	7.5609	10.1203	15.1841
O	11.1789	4.2396	16.6225
O	11.5085	1.6292	15.6576
O	5.6459	10.1032	12.2358
O	6.5359	0.4833	20.4719
O	6.2161	9.1308	17.17
O	10.6882	8.8098	10.0085
O	4.3227	3.8712	13.1046
O	7.2783	7.2967	15.6896
O	11.2016	9.0586	18.2951
O	7.7826	2.0123	9.5322
O	2.0736	4.4561	20.6606
O	0.3198	8.7498	12.4927
O	9.2859	2.388	16.5834
O	4.9386	4.411	17.8786
O	4.1879	8.4259	18.5989
O	9.403	4.531	20.8331
O	1.8188	8.9927	19.7148
O	0.1271	0.0278	11.1305
O	3.9474	8.2014	9.8499
O	9.3682	5.3396	18.2464
O	6.0358	-0.0235	9.7848
O	11.2187	9.7072	15.8066
O	2.2805	5.4509	10.1098
O	11.2929	2.0788	18.2558
O	0.4913	2.4577	20.6867
O	8.6047	9.5458	20.6335
O	6.9419	1.9613	15.6337
O	8.1291	10.5221	11.2659
O	0.2673	5.5325	18.8603
O	1.1679	6.1624	12.3384
O	9.4912	3.9437	10.0191
O	9.7915	4.5306	12.5822
O	3.5771	2.251	16.8023
O	4.9871	5.8717	10.2646
O	3.8816	8.4248	15.9416
O	4.1432	10.739	17.461
O	11.4899	6.243	9.984
O	0.8611	0.0403	13.8307
O	3.8356	1.2129	12.4975
O	0.2476	3.852	11.1743
O	8.109	6.21	13.551
O	3.5346	9.4662	13.5547
O	1.8913	0.1196	16.3117
O	5.5647	2.9549	20.0097
O	8.9569	8.8262	16.9543
O	1.6564	7.7296	14.474
O	1.7394	9.4737	9.8698
O	11.0422	8.5079	20.8398
O	11.686	0.0331	20.0023
O	2.3157	4.1986	17.957
O	7.9157	2.4496	21.1533
O	7.2128	3.116	17.9174
O	3.8952	6.644	13.8558
O	3.6687	7.8371	21.1568
O	8.8407	7.0184	20.1965
O	9.9973	10.6031	13.066

Results
free energy: -171797.092 eV
free energy less fixed offsets of As -4856.12, O -568.88, Si -635.61 eV per atom: -0.062 eV

Forces (eV/angstrom), in the order of the atoms: element, x, y, z
As	-0.0098	0.0135	-0.007
Si	0.0038	-0.0058	-0.0106
Si	0.0125	-0.0064	-0.0078
Si	-0.0031	-0.0013	-0.0069
Si	-0.0022	-0.0059	-0.0112
Si	-0.0013	-0.0199	-0.0004
Si	0.0192	0.0188	-0.0019
As	0.0035	0.0086	-0.0058
Si	-0.0016	0.0016	-0.0108
As	-0.0033	-0.0158	0.0018
Si	-0.0101	0.0124	-0.0153
Si	-0.0087	-0.0036	-0.0162
Si	0.0162	0.0127	-0.0044
Si	-0.028	0.0128	-0.0014
Si	0.0081	0.012	-0.0003
Si	-0.0319	-0.004	0.0008
Si	-0.0059	-0.0146	-0.0008
Si	0.025	-0.0093	0.0033
Si	-0.0116	0.0104	-0.0005
Si	0.0348	0.0026	-0.0084
Si	0.0028	0.0113	0.0055
Si	0.0221	-0.0106	-0.0019
Si	-0.0094	-0.0014	-0.0015
Si	-0.0339	-0.0085	-0.0027
Si	-0.0037	0.002	-0.001
Si	0.0111	-0.0031	-0.0117
Si	0.0111	-0.0018	0.0018
Si	-0.0154	-0.0029	0.0009
Si	0.0014	-0.0021	-0.0017
Si	-0.0073	0.0054	0.0034
Si	-0.0001	-0.0074	-0.0055
Si	-0.0041	-0.0056	0.0042
Si	-0.0023	-0.001	-0.0045
Si	0.0095	0.009	0.0007
Si	0.0019	0.0109	0.004
Si	-0.0056	-0.002	-0.0013
Si	-0.0101	0.0293	-0.0584
Si	-0.0075	0.0167	-0.2367
Si	0.0264	0.0048	0.0736
Si	-0.0245	0.019	-0.1226
Si	-0.0605	0.0321	0.0746
Si	0.0905	0.0556	0.103
Si	-0.0602	0.1079	0.0479
Si	0.0112	0.1347	0.2975
Si	0.0593	0.1096	-0.0945
Si	0.0355	-0.0895	-0.0537
Si	-0.0004	0.0164	-0.0472
Si	-0.0366	-0.0078	-0.0353
Si	-0.0212	0.1445	0.0064
Si	-0.0091	0.0257	-0.0137
Si	0.0229	0.0655	-0.0098
Si	0.0104	-0.0144	-0.0248
Si	0.0035	-0.0844	0.0082
Si	-0.0112	0.0541	-0.0111
Si	0.0104	0.0501	-0.0349
Si	-0.0021	0.0068	0.0303
Si	0.0009	-0.0385	0.0034
Si	0.0118	-0.0132	-0.0074
Si	0.0021	-0.0175	0.0589
Si	-0.0104	-0.1656	0.0309
Si	-0.0312	-0.0447	0.0465
Si	0.0165	-0.0253	0.1911
Si	0.0339	-0.0839	-0.2133
Si	-0.0986	-0.0506	0.0196
Si	0.0549	-0.012	0.1157
Si	0.0196	0.0551	-0.0098
Si	0.0247	0.0345	-0.1833
Si	-0.0394	0.0297	0.0714
Si	-0.0178	0.0395	0.3087
Si	0.0099	-0.1422	0.1748
Si	-0.0059	-0.0787	-0.1693
Si	0.0013	-0.0805	0.0294
Si	-0.0008	-0.0092	-0.0045
Si	-0.0027	-0.0114	-0.0031
Si	0.001	-0.0023	-0.007
Si	0.0075	-0.004	0.0031
Si	0.0009	0.0075	-0.0023
Si	-0.0046	0.0082	0.0078
Si	-0.0005	-0.0035	0.0026
Si	0.0014	-0.0062	0.0013
Si	-0.0013	-0.0095	0.0027
Si	-0.0032	0.0136	0.0004
Si	0.0008	0.0045	0.0021
Si	0.0044	0.0046	-0.0026
Si	-0.0072	0.0044	-0.0014
Si	-0.008	0.0068	0.0034
Si	0.0071	0.0033	-0.0087
Si	-0.0117	-0.0084	0.0021
Si	0.022	-0.0075	-0.0012
Si	0.0001	-0.0045	0.0035
Si	0.0025	0.003	-0.0004
Si	-0.0097	0.0017	-0.0014
Si	0.0005	0.0058	-0.0004
Si	0.0035	0.0009	-0.0058
Si	-0.0053	0.0032	0.0012
Si	0.0114	-0.0023	0.003
Si	0.0089	-0.0072	0.0082
Si	0.0091	0.0102	-0.0259
As	0.0017	0.0076	-0.0034
As	-0.0017	-0.0024	0.0016
Si	0	-0.0054	-0.005
Si	-0.0099	-0.0107	-0.0083
As	0.0071	0.0043	-0.0008
Si	-0.0061	0.0041	0.0003
Si	-0.01	-0.0005	0.0018
Si	-0.0038	-0.0172	-0.0066
Si	0.01	-0.0057	-0.0076
Si	0.0043	-0.004	-0.0078
O	0.0065	-0.0021	0.002
O	-0.0026	0.0028	-0.0008
O	-0.0027	-0.0026	0.0181
O	-0.0012	-0.0016	0.0004
O	0.0029	0.0047	-0.0017
O	-0.0031	-0.0001	0.0004
O	0.0025	-0.0034	-0.001
O	0.0045	-0.0001	-0.0064
O	-0.0013	0.0013	-0.0008
O	-0.001	0.001	-0.0011
O	-0.008	-0.0078	0.0035
O	-0.0016	0.0033	0.0001
O	0.0039	-0.014	0.0138
O	0.0014	0.0021	0.0016
O	0.0025	-0.0137	0.01
O	0.0004	0.0002	0.0079
O	-0.0094	0.0043	0.003
O	-0.0064	0.0029	-0.0028
Si	0.0016	0.0012	0.0048
Si	-0.0032	-0.0007	-0.0029
Si	-0.0022	-0.0026	-0.0039
Si	-0.0006	-0.0015	0.0037
Si	-0.0003	-0.0029	-0.0034
Si	-0.0018	-0.0025	0.0011
Si	-0.0036	0	-0.0039
Si	-0.0039	0.0001	0.0083
Si	0.0074	0.0014	0.0216
Si	0.0034	0	-0.0041
Si	0.0004	-0.0009	-0.0034
Si	-0.0031	0.0047	0.0019
Si	-0.0096	0.0005	-0.0032
Si	-0.0024	0.0044	-0.0117
Si	-0.0054	0.0003	0.0029
Si	0.0004	-0.0004	0.0004
Si	0.0082	0.0032	-0.0058
Si	0.0002	-0.0049	-0.0087
Si	0.0019	0.0045	0.0027
Si	0.0043	0.0063	0.005
Si	0.002	0.0005	-0.0011
Si	-0.0024	-0.0016	-0.0019
Si	-0.0026	-0.0008	0.0021
Si	-0.0062	-0.0035	0.0035
Si	0.0002	0.003	-0.003
Si	0.0123	-0.0032	-0.0078
Si	0.0035	0.0003	-0.0059
Si	0.0036	0.0038	0.0037
Si	-0.0072	-0.0009	0.0058
Si	-0.004	0.0001	0.0092
Si	0.005	-0.0018	-0.0001
Si	0.0009	-0.0024	-0.0029
Si	0.0058	-0.0035	0.0002
Si	0.0005	-0.0109	0.0052
Si	0.0009	-0.0051	-0.0119
Si	-0.0026	-0.0031	0.0025
Si	0.0017	-0.0026	-0.0015
Si	0.0053	0.0024	-0.0034
Si	0.0062	-0.0018	-0.0079
Si	-0.0027	0.0027	0.0048
Si	0.0039	-0.003	-0.0085
O	0.0026	0.0005	-0.0018
O	0.0013	0.0004	-0.0039
O	-0.0034	-0.0025	-0.0003
O	0.0007	0.0019	0
O	-0.001	0.0077	0.003
O	0.0012	0	-0.0041
O	0.0007	-0.0005	-0.0011
O	-0.0005	-0.0012	0.0025
O	-0.0008	-0.0025	-0.0085
O	-0.0012	0.0022	0.0045
O	0.0062	0.0004	-0.0037
O	0.0087	0.0012	-0.0092
O	0.0007	0.0002	0.0024
O	0.0016	-0.0019	-0.0015
O	-0.0033	-0.0083	-0.0003
O	-0.0044	0.0009	0.0056
O	-0.0051	0.0018	-0.0063
O	0.0002	-0.0002	-0.0012
O	0.0003	-0.001	0.0013
O	0.003	-0.0014	-0.0037
O	0.0026	-0.0014	-0.0058
O	0.0089	-0.001	-0.0069
O	0.0012	-0.0029	-0.0033
O	-0.0028	-0.0044	-0.0082
O	-0.001	0	-0.0032
O	-0.015	-0.0006	-0.0126
O	-0.002	0.0012	0.0003
O	-0.0002	0.0032	-0.0177
O	0.0002	-0.0024	0.002
O	-0.0059	0.0033	-0.0053
O	0.0034	-0.0034	-0.0011
O	-0.0027	-0.0019	0
O	-0.0021	0.0029	-0.006
O	-0.0145	-0.0019	-0.0112
O	-0.001	-0.0006	0.0022
O	-0.0033	0.0027	-0.0015
O	-0.0003	-0.0012	-0.003
O	-0.0002	0.0013	0.0036
O	0.0014	-0.0024	0.0011
O	0.0047	-0.0029	0.0023
O	0.0028	-0.0006	-0.0018
O	0.003	0.0003	-0.0074
O	-0.002	-0.0007	-0.0062
O	0.0018	-0.002	-0.0021
O	-0.0025	-0.0023	0.0024
O	0.0089	-0.0029	-0.0024
O	-0.001	-0.0028	-0.0051
O	0.0031	0.0018	0.0026
O	0.002	-0.0028	-0.0022
O	-0.0008	-0.0018	0.0001
O	-0.0024	0.0014	0.0012
O	-0.0001	-0.0005	-0.0052
O	-0.0007	0.0025	-0.0049
O	-0.0018	0.0019	0.0013
O	-0.0023	-0.0041	-0.0058
O	0.0001	0	-0.002
O	0.0023	0.0015	-0.0001
O	0.002	0.0009	0.0011
O	0.0003	0.0007	-0.0032
O	0.0029	0.0005	0.0012
O	0.0001	0.0011	-0.0019
O	0.0064	-0.008	-0.0071
O	-0.0009	-0.0008	-0.0051
O	0.0006	0.002	-0.0037
O	-0.0083	-0.0008	-0.0065
O	0.0019	-0.007	-0.0053
O	-0.0024	0.0005	0.0002
O	-0.0003	0.0016	-0.0038
O	-0.0039	0.0027	0.0007
O	0.0002	-0.0023	-0.0028
O	-0.005	0.0069	-0.0169
O	0.0025	0.0047	-0.0008
O	0.0014	0.0019	-0.0031

The program warned: the cutoff lies below the one the program advises for these potential files; the forces do not sum to zero within the program's tolerance; the exchange-correlation potential is rough where the density is thin.
